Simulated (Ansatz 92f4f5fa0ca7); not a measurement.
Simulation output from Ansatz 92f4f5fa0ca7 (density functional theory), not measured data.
Periodic cell of 226 atoms, Si134O92, from a study of silicon, its oxide and their interface. The atomic structure is a simulated model.
Doubt: the cutoff is low for norm-conserving oxygen, so forces and energies are approximate.
Doubt: the program's own warning below bears on the result.
This geometry differs little from another in the collection (a relaxation step or a small displacement).

Settings
functional: HSE06
potential files: SPMS norm-conserving
basis: plane waves
wave-function cutoff: 800 eV
density cutoff ratio: 4
exchange-correlation grid ratio: 1
k mesh: 1 x 1 x 1, Gamma-centred
occupations: fixed
spin: none
net charge: 0

Cell vectors (angstrom)
a 10.938 0 0
b 0 10.938 0
c 0 0 32.3861

Atoms: element, x, y, z (angstrom)
Si 0.2603 -0.1357 24.7499
Si 5.2019 0.2184 25.1412
Si 3.1205 2.5554 24.8108
Si 7.9421 3.0404 25.0507
Si -0.38 5.6975 24.8788
Si 5.7854 5.3107 25.0401
Si 2.4654 8.5103 24.856
Si 8.4062 7.9868 24.9326
Si 1.4035 1.4442 26.1013
Si 6.8252 1.4052 26.3222
Si 4.1324 4.1393 26.2379
Si 9.5336 4.1615 26.3278
Si 1.3124 6.8553 26.1187
Si 6.8852 6.8839 26.3457
Si 3.985 9.5871 26.3309
Si 9.6123 9.6292 26.1401
Si 2.6623 0.0666 27.6244
Si 8.2269 -0.0025 27.5835
Si 0.0132 2.7391 27.5642
Si 5.4467 2.7614 27.6518
Si 2.7016 5.5011 27.5469
Si 8.1952 5.4966 27.6949
Si -0.0123 8.2193 27.567
Si 5.4339 8.229 27.6205
Si 4.1018 1.3673 28.9678
Si 9.5708 1.3673 28.9678
Si 1.3673 4.1018 28.9678
Si 6.8362 4.1018 28.9678
Si 4.1018 6.8362 28.9678
Si 9.5708 6.8362 28.9678
Si 1.3673 9.5708 28.9678
Si 6.8362 9.5708 28.9678
Si 0 0 30.3351
Si 5.469 0 30.3351
Si 2.7345 2.7345 30.3351
Si 8.2035 2.7345 30.3351
Si 0 5.469 30.3351
Si 5.469 5.469 30.3351
Si 2.7345 8.2035 30.3351
Si 8.2035 8.2035 30.3351
Si 1.3673 1.3673 31.7023
Si 6.8362 1.3673 31.7023
Si 4.1018 4.1018 31.7023
Si 9.5708 4.1018 31.7023
Si 1.3673 6.8362 31.7023
Si 6.8362 6.8362 31.7023
Si 4.1018 9.5708 31.7023
Si 9.5708 9.5708 31.7023
Si 2.7345 0 0.6835
Si 8.2035 0 0.6835
Si 0 2.7345 0.6835
Si 5.469 2.7345 0.6835
Si 2.7345 5.469 0.6835
Si 8.2035 5.469 0.6835
Si 0 8.2035 0.6835
Si 5.469 8.2035 0.6835
Si 4.1018 1.3673 2.0507
Si 9.5708 1.3673 2.0507
Si 1.3673 4.1018 2.0507
Si 6.8362 4.1018 2.0507
Si 4.1018 6.8362 2.0507
Si 9.5708 6.8362 2.0507
Si 1.3673 9.5708 2.0507
Si 6.8362 9.5708 2.0507
Si 0 0 3.418
Si 5.469 0 3.418
Si 2.7345 2.7345 3.418
Si 8.2035 2.7345 3.418
Si 0 5.469 3.418
Si 5.469 5.469 3.418
Si 2.7345 8.2035 3.418
Si 8.2035 8.2035 3.418
Si 1.3425 1.407 4.7345
Si 6.8635 1.3305 4.8561
Si 4.1482 4.0361 4.754
Si 9.5782 4.0704 4.8453
Si 1.3943 6.795 4.7366
Si 6.8879 6.7815 4.7874
Si 4.1461 9.5419 4.7525
Si 9.5345 9.5861 4.7624
Si 2.7962 0.0662 5.9681
Si 8.1393 -0.1174 6.2928
Si -0.0406 2.6499 6.2362
Si 5.508 2.7168 6.2224
Si 2.7137 5.3546 6.0533
Si 8.2597 5.4444 6.2622
Si 0.043 8.214 5.9949
Si 5.4537 8.1077 6.1111
Si 3.8556 1.542 7.4529
Si 9.8668 0.9051 7.5373
Si 1.6322 3.7996 7.4453
Si 6.5795 4.3584 7.5705
Si 4.2616 6.496 7.3431
Si 9.5024 7.127 7.4153
Si 1.2835 9.7947 7.1858
Si 7.0007 9.0767 7.5835
O 5.4197 5.4691 7.8649
O 0.1399 -0.1567 7.7881
O 2.7409 2.6678 7.8263
O 8.2955 8.1269 7.8535
O -4.5471 9.6384 21.5
O 6.8465 4.156 24.5477
O 5.7964 10.3108 23.9004
O -0.0262 4.9104 23.4845
O 6.2757 9.1216 9.0467
O 1.2346 4.4599 8.8833
O 2.2047 9.2778 8.4072
O 7.045 3.8399 9.0499
O 10.395 6.8303 8.7474
O 4.2716 0.8457 8.8733
O 3.4912 7.0079 8.6764
O 9.3729 1.1851 9.0631
O 4.197 1.3583 24.5504
O 8.6956 2.4492 23.7388
O 9.4886 6.8606 24.4518
O 3.24 7.8631 23.5685
O 7.6729 8.5006 23.5648
O 1.3014 4.0856 21.4023
O -2.2819 8.9062 15.3623
O 9.915 -0.0183 19.0251
Si 11.4867 13.3035 12.4421
Si 2.7883 8.2245 9.457
Si 5.424 8.7042 20.6338
Si -1.7676 1.223 22.8075
Si 7.1254 11.6553 16.0067
Si 2.6839 3.9319 16.6668
Si 10.998 9.7471 18.798
Si 2.8138 4.0238 21.9588
Si 8.9824 7.6039 16.2522
Si 11.1726 4.1514 14.9432
Si 4.1396 -4.1647 22.7745
Si 10.9743 7.0979 10.2321
Si 5.5079 -1.6934 10.4667
Si 6.7574 3.2669 10.5386
Si 3.024 0.6889 12.9924
Si 0.6548 18.2095 20.1874
Si 13.5389 6.3447 18.3069
Si 3.9236 14.8861 19.2279
Si 11.3427 10.7419 16.1423
Si 9.4166 -2.7707 12.4987
Si 5.6541 -2.0116 15.73
Si 2.6811 -1.4897 14.8922
Si 6.8632 -3.4917 18.1276
Si 9.0718 3.0346 20.2525
Si 6.4105 4.6198 13.2181
Si -3.9349 -1.0982 22.9594
Si 11.3878 15.1847 10.2732
Si 9.0443 -0.7833 14.4035
Si 20.5419 1.2024 17.9799
Si 15.7827 -8.4033 14.7931
Si 2.7271 8.9583 19.5525
Si 8.2411 4.7135 15.6905
Si 11.446 7.152 14.7159
Si 6.5331 7.5804 13.0007
Si 4.6739 11.9875 10.434
Si 0.0032 4.9206 21.8665
Si 9.4104 -8.8627 10.3996
Si 17.8083 -6.6341 18.4577
O 8.1199 0.0297 22.9004
O -3.4389 4.0464 16.9767
O 9.125 1.7813 21.2894
O 15.0621 9.5298 20.0927
O 5.2551 6.1233 23.7405
O 1.8092 8.0871 14.8625
O 7.9025 2.2027 10.9188
O 1.1114 6.2778 18.9769
O 12.9043 -11.2558 15.7816
O 10.5742 0.6057 23.3954
O 3.654 5.5529 19.2512
O 6.2045 8.5556 14.2453
O 3.9228 8.9242 10.3494
O 2.899 -0.878 13.3991
O 6.8027 4.422 11.6607
O 12.3169 9.6512 24.3386
O 13.7947 3.3134 18.1674
O 0.0072 -4.4705 21.3973
O -0.345 8.4164 19.6192
O 0.0529 -1.3918 17.1888
O -0.3239 -3.2555 13.4469
O 11.0804 5.6656 10.9636
O 7.6689 14.5582 19.6909
O 13.5852 -5.3702 16.8777
O 5.3405 2.5049 10.5816
O 12.5614 10.0964 19.1815
O -4.6271 8.2698 19.3794
O -1.0071 8.0691 10.9838
O 6.0591 -2.6608 11.623
O 5.3886 3.6769 18.6129
O 9.0032 -1.2435 12.8618
O 10.5378 18.1684 16.0606
O 14.3684 11.8632 11.4497
O -0.1558 1.1528 16.851
O 6.2871 10.3062 16.305
O 2.0008 8.0403 20.6915
O 14.8569 3.4121 15.7775
O 20.7188 4.2561 15.7478
O 4.0721 -1.83 15.5885
O 10.3297 1.5553 11.6335
O 4.8982 -3.4626 21.5408
O 10.5621 10.5521 14.75
O 8.1373 6.3213 15.7396
O 3.7258 3.4174 20.7501
O 5.685 10.8015 10.8623
O 6.8132 5.906 18.586
O 16.2221 3.5479 13.6179
O 1.5265 7.713 10.3116
O 2.8312 3.1388 23.3092
O 14.9972 12.2827 14.0437
O 8.1088 -3.6677 12.7752
O 9.9814 3.5223 9.9472
O 12.52 12.3137 13.1433
O 7.6187 15.2505 14.2562
O 13.9324 18.8636 18.2982
O 8.0475 11.3779 14.6962
O 9.7166 4.2481 21.0843
O 8.4006 7.8627 17.7453
O 5.8649 6.1418 13.3276
O 17.0188 1.8958 15.6349
O 10.8825 3.2624 13.6327
O 11.7606 5.5911 14.4781
O 1.3258 14.4241 15.9334
O 3.2268 5.547 22.2814
O 12.1936 3.3277 11.3344
O 8.1348 1.0566 17.2589
O 9.7673 2.5373 18.8697
O 16.8847 -3.172 16.8228

Results
free energy: -56397.253 eV
free energy less fixed offsets of O -447.96, Si -113.29 eV per atom: -4.073 eV
gap between the highest filled and lowest empty level on this k mesh: 1.200 eV

The program warned: the cutoff lies below the one the program advises for these potential files; the model core charge is not resolved on the grid; the forces do not sum to zero within the program's tolerance; the exchange-correlation potential is rough where the density is thin.
